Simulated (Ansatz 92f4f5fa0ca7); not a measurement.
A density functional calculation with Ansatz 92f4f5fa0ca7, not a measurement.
Periodic cell of 294 atoms, Si196O98, from a study of silicon, its oxide and their interface. The atomic structure is a simulated model.
Doubt: the cutoff is far below the 930 eV that the study's wrapper takes by default for these files, so forces and energies are approximate.

Settings
functional: PBE
potential files: Ansatz PAW
basis: plane waves
wave-function cutoff: 580 eV
density cutoff ratio: 5
exchange-correlation grid ratio: 1
k mesh: 1 x 1 x 1, Gamma-centred
self-consistency stop: 5e-08 eV per atom in the density residual
occupations: fixed
spin: none
net charge: 0

Cell vectors (angstrom)
a	11.6015	0	0
b	0	10.938	0
c	0	0	41.1667

Atoms: element, x, y, z (angstrom)
Si	0	0	0.9665
Si	3.8672	0	0.9665
Si	7.7343	0	0.9665
Si	1.9336	1.3673	0.9665
Si	5.8008	1.3673	0.9665
Si	9.6679	1.3673	0.9665
Si	0	5.469	0.9665
Si	3.8672	5.469	0.9665
Si	7.7343	5.469	0.9665
Si	1.9336	6.8362	0.9665
Si	5.8008	6.8362	0.9665
Si	9.6679	6.8362	0.9665
Si	1.9336	2.7345	40.1997
Si	5.8008	2.7345	40.1997
Si	9.6679	2.7345	40.1997
Si	0	4.1018	40.1997
Si	3.8672	4.1018	40.1997
Si	7.7343	4.1018	40.1997
Si	1.9336	8.2035	40.1997
Si	5.8008	8.2035	40.1997
Si	9.6679	8.2035	40.1997
Si	0	9.5708	40.1997
Si	3.8672	9.5708	40.1997
Si	7.7343	9.5708	40.1997
Si	0	0	4.8337
Si	3.8672	0	4.8337
Si	7.7343	0	4.8337
Si	1.9336	1.3673	4.8337
Si	5.8008	1.3673	4.8337
Si	9.6679	1.3673	4.8337
Si	0	5.469	4.8337
Si	3.8672	5.469	4.8337
Si	7.7343	5.469	4.8337
Si	1.9336	6.8362	4.8337
Si	5.8008	6.8362	4.8337
Si	9.6679	6.8362	4.8337
Si	1.9336	2.7345	2.9001
Si	5.8008	2.7345	2.9001
Si	9.6679	2.7345	2.9001
Si	0	4.1018	2.9001
Si	3.8672	4.1018	2.9001
Si	7.7343	4.1018	2.9001
Si	1.9336	8.2035	2.9001
Si	5.8008	8.2035	2.9001
Si	9.6679	8.2035	2.9001
Si	0	9.5708	2.9001
Si	3.8672	9.5708	2.9001
Si	7.7343	9.5708	2.9001
Si	0.0521	0.0931	30.5035
Si	1.9218	1.5356	30.5267
Si	7.7532	-0.002	30.3086
Si	3.9819	0.5384	30.1902
Si	6.0085	1.6345	30.4866
Si	9.672	1.419	30.4526
Si	0.495	5.5827	30.3636
Si	4.0304	5.3816	30.7765
Si	7.3345	6.1152	29.0114
Si	2.35	7.0495	30.5903
Si	6.2976	6.0481	31.1
Si	10.09	6.6416	29.8263
Si	1.8145	2.7821	32.5186
Si	5.7814	2.7499	32.5796
Si	9.5354	2.9576	32.2957
Si	-0.0308	4.2424	32.3425
Si	3.7912	4.0298	32.646
Si	7.5074	4.343	32.4574
Si	2.0172	8.2783	32.5403
Si	5.9987	7.9896	32.5134
Si	9.6895	8.2813	32.5178
Si	0.0595	9.6164	32.4235
Si	4.0727	9.3771	32.5399
Si	7.7537	9.6095	32.3516
Si	-0.0392	0.051	34.3524
Si	3.9298	-0.0283	34.372
Si	7.7679	0.0351	34.3222
Si	1.9384	1.3203	34.3717
Si	5.8307	1.3538	34.4469
Si	9.6436	1.4967	34.2655
Si	0.0034	5.5117	34.359
Si	3.9046	5.4894	34.48
Si	7.7795	5.4864	34.4912
Si	1.9606	6.833	34.4123
Si	5.8665	6.8207	34.5354
Si	9.689	6.8912	34.4436
Si	1.9435	2.7156	36.3093
Si	5.8229	2.7437	36.3529
Si	9.6906	2.722	36.3092
Si	0.0137	4.1061	36.2939
Si	3.8751	4.0859	36.3628
Si	7.7697	4.0796	36.3658
Si	1.9109	8.2242	36.3281
Si	5.8048	8.2536	36.3776
Si	9.6658	8.235	36.3653
Si	-0.0239	9.6087	36.3083
Si	3.8519	9.5772	36.3332
Si	7.7485	9.6089	36.2988
Si	0	0	38.2661
Si	3.8672	0	38.2661
Si	7.7343	0	38.2661
Si	1.9336	1.3673	38.2661
Si	5.8008	1.3673	38.2661
Si	9.6679	1.3673	38.2661
Si	0	5.469	38.2661
Si	3.8672	5.469	38.2661
Si	7.7343	5.469	38.2661
Si	1.9336	6.8362	38.2661
Si	5.8008	6.8362	38.2661
Si	9.6679	6.8362	38.2661
Si	1.9578	2.7068	6.7791
Si	5.8172	2.7001	6.7822
Si	9.6673	2.7186	6.7385
Si	0.0191	4.0522	6.7173
Si	3.8798	4.0868	6.786
Si	7.7369	4.0593	6.719
Si	1.9161	8.1935	6.7994
Si	5.7656	8.217	6.7759
Si	9.6355	8.2517	6.7294
Si	-0.0026	9.5812	6.7859
Si	3.8292	9.5931	6.7875
Si	7.694	9.5771	6.775
Si	-0.0051	0.0374	8.7233
Si	3.8772	0.0268	8.7352
Si	7.7594	-0.1065	8.7908
Si	1.9087	1.4556	8.797
Si	5.8283	1.323	8.7253
Si	9.6301	1.3104	8.6298
Si	-0.0734	5.4891	8.5558
Si	3.8612	5.4773	8.7127
Si	7.7095	5.4204	8.6188
Si	1.8983	6.8036	8.7457
Si	5.8179	6.7853	8.6654
Si	9.619	6.8102	8.5706
Si	1.7165	3.1157	10.5787
Si	5.6605	2.6835	10.6436
Si	9.5031	2.6972	10.485
Si	-0.3387	4.2976	10.5347
Si	3.828	4.2157	10.7054
Si	7.5967	4.0731	10.5463
Si	2.004	8.3041	10.5914
Si	5.9941	7.9937	10.6816
Si	9.8774	7.8983	10.628
Si	0.004	9.5075	10.576
Si	4.1063	9.4224	10.52
Si	7.918	9.3345	10.7262
Si	-0.3305	0.5665	13.0698
Si	3.6201	-0.469	12.5224
Si	7.6917	-0.2135	12.625
Si	1.5523	1.789	12.4497
Si	5.9397	1.3543	12.634
Si	9.2601	1.5569	12.545
Si	0.2176	6.0823	13.9859
Si	4.3151	5.466	12.7284
Si	8.1246	5.2252	12.5717
Si	2.2575	7.954	12.9032
Si	6.2857	6.7759	12.7793
Si	10.3795	5.9346	12.0663
O	3.3436	6.7574	12.9634
O	8.4684	3.1477	15.312
O	-0.1713	10.9046	14.607
O	2.4435	11.434	11.9413
O	1.0066	7.5247	13.8796
O	8.4254	8.97	18.6345
O	10.747	6.1123	15.2131
O	7.6354	9.9846	14.1512
O	2.9431	9.3349	13.5239
O	-0.2733	-0.7464	12.072
O	3.982	4.4853	14.0109
O	16.2586	0.5344	13.3177
O	1.02	4.7749	29.0043
O	-3.7901	10.1486	28.8014
O	8.9182	5.6534	29.2171
O	2.635	7.9573	29.2006
O	11.7193	10.1606	29.0803
O	-25.2818	18.1243	31.2691
O	6.5178	5.092	28.0187
O	9.7751	2.361	29.0821
O	15.3666	11.1691	28.5954
O	6.3321	2.8261	29.3682
O	3.7036	4.4103	29.4436
O	-1.3262	7.9354	28.8474
Si	6.4879	3.464	27.8828
Si	3.2101	9.9024	19.5083
Si	11.7745	1.6637	24.2576
Si	2.3945	8.0783	27.5762
Si	6.3611	3.227	20.3794
Si	2.8614	1.9545	16.8673
Si	6.6231	6.3827	20.0413
Si	5.3471	10.3233	22.9069
Si	3.9855	5.3775	23.2881
Si	8.0051	3.1408	13.7552
Si	5.2136	10.8147	17.2528
Si	11.3414	4.2127	25.7085
Si	6.497	3.4135	23.478
Si	-1.1182	5.8191	16.7839
Si	8.1116	7.7095	17.6737
Si	11.8819	10.5254	18.7841
Si	9.2022	9.748	19.8236
Si	7.862	1.2411	18.6007
Si	0.1449	11.6637	16.0122
Si	7.0951	9.0542	27.7853
Si	2.3591	3.9024	28.6525
Si	9.5805	14.5787	23.4725
Si	2.5782	3.8625	14.5621
Si	10.0889	-0.0513	25.8432
Si	4.3704	10.2959	27.379
Si	7.7628	9.457	24.6296
Si	9.4622	2.6322	27.5138
Si	6.6957	9.0062	15.0961
Si	9.5544	2.8555	16.4812
Si	4.9371	12.8414	25.7087
Si	3.0868	12.1545	23.6292
Si	4.3848	12.2752	21.078
Si	4.3949	7.8591	21.4679
Si	11.9826	5.1957	19.0436
Si	10.655	5.5765	21.6347
Si	8.6427	7.7854	22.1357
Si	1.8059	4.5546	21.2938
Si	1.1696	2.4372	19.395
Si	2.4013	5.3715	26.1072
Si	11.1755	9.0211	28.0515
O	10.32	4.6503	24.5226
O	3.2078	5.2453	24.7055
O	5.9373	2.2218	24.4515
O	5.5833	9.8997	15.9292
O	7.0968	6.7452	18.5187
O	3.1578	9.3398	26.8595
O	2.6727	4.0708	27.0646
O	0.7778	5.4456	25.9076
O	4.9264	13.4301	20.0712
O	1.4786	12.1598	23.3837
O	4.3971	9.8897	18.3621
O	7.4652	9.0626	26.192
O	3.7241	12.9832	22.3838
O	9.0341	10.4663	24.6837
O	8.0946	8.1755	23.6394
O	6.6924	2.9393	21.9423
O	12.4076	8.2705	27.314
O	8.9025	1.7557	17.4684
O	5.28	2.9738	26.8935
O	10.8182	9.6245	19.6164
O	1.7406	11.9324	16.1708
O	10.9518	2.1686	15.9673
O	0.1981	3.5875	18.7647
O	3.8658	10.6856	23.5695
O	11.4774	11.2282	25.0794
O	11.9555	1.046	19.5139
O	13.3994	5.4029	19.8645
O	5.4948	4.736	23.4936
O	11.3125	10.6959	17.2538
O	5.4987	9.2802	27.9392
O	3.1847	4.5923	22.1091
O	1.314	4.889	14.3282
O	2.4636	2.2568	18.4172
O	6.3459	4.7967	20.0817
O	10.2522	9.6653	26.8906
O	6.4551	2.5168	13.7246
O	3.4288	1.962	25.0552
O	5.0647	11.3187	26.3092
O	1.7512	9.8197	18.7826
O	3.9246	6.9142	22.7235
O	5.1701	7.0513	20.3033
O	-0.8456	5.7278	20.0052
O	8.6657	11.2735	19.6916
O	7.9116	3.0248	27.2493
O	6.5093	10.3048	24.0307
O	3.2641	8.6944	20.623
O	5.6169	11.3495	21.6555
O	0.2984	5.9546	17.6126
O	9.8404	4.3474	17.064
O	8.8631	-1.763	21.3084
O	4.2875	12.0967	16.8096
O	10.4142	2.2006	23.4641
O	12.1691	5.189	22.1835
O	1.5681	2.981	20.8841
O	7.5323	8.2042	16.2407
O	5.4109	8.864	22.2237
O	10.0548	-3.9848	22.2799
O	7.6433	6.8296	21.2457
O	3.3034	11.3151	20.3317
O	6.595	0.4495	17.9305
O	8.0331	3.6366	23.985
O	12.1955	2.8902	25.2492
O	9.6659	4.3158	21.9861
O	7.4494	2.5866	19.3884
O	2.8658	3.4066	16.1027
O	9.6461	1.2851	26.6357
O	10.4697	3.8242	27.033
O	14.5134	6.7228	26.8483
O	13.8463	2.4991	13.75
O	7.4022	7.5664	28.3101
O	15.8481	-11.7731	31.0555
O	13.5637	2.3857	29.0752
O	6.1058	7.8571	14.0615
O	9.4897	6.9383	17.3578

Results
free energy: -180329.526 eV
free energy less fixed offsets of O -568.88, Si -635.61 eV per atom: 0.274 eV

Forces (eV/angstrom), in the order of the atoms: element, x, y, z
Si	0.0098	0.053	-0.0083
Si	-0.0054	0.0396	-0.0012
Si	0.0031	0.0721	-0.0051
Si	0.0036	-0.043	0.0069
Si	-0.007	-0.0241	0.0088
Si	-0.0027	-0.0349	-0.0123
Si	-0.0052	0.0358	-0.015
Si	-0.0009	0.0315	0.0112
Si	-0.0029	0.0087	-0.0032
Si	0.0035	-0.0619	0.005
Si	0.0048	-0.0245	0.018
Si	-0.0003	-0.0119	-0.0046
Si	-0.0037	0.058	-0.0275
Si	0.0006	0.0175	-0.0052
Si	0.0037	0.0702	-0.0391
Si	-0.0005	-0.0455	-0.0009
Si	-0.0054	0.0153	0.0564
Si	0.0018	0.0049	0.0249
Si	0.0018	0.0446	0.0218
Si	-0.0085	-0.0195	0.0365
Si	0.0168	-0.0021	0.0205
Si	0.0002	-0.0729	-0.0282
Si	0.0066	-0.0454	-0.0115
Si	0.0093	-0.097	-0.0349
Si	0.025	0.0346	0.0532
Si	-0.0618	0.0037	-0.0163
Si	-0.0823	0.1427	0.0671
Si	0.0663	-0.1111	-0.0195
Si	-0.0111	-0.0934	-0.0307
Si	0.0124	-0.1747	-0.2122
Si	0.0219	-0.0175	-0.1433
Si	0.0654	-0.0658	0.123
Si	-0.011	0.0544	-0.0809
Si	-0.025	-0.0215	0.1882
Si	-0.0749	0.0197	0.0855
Si	-0.0052	0.0149	-0.0363
Si	-0.0045	0.0606	0.0216
Si	-0.0184	0.0491	0.0325
Si	0.0026	0.017	-0.0047
Si	-0.0016	0.0112	-0.0487
Si	-0.006	-0.0355	-0.0114
Si	-0.0113	0.0074	-0.0322
Si	0.0096	0.0621	-0.0101
Si	-0.0106	0.0267	-0.0109
Si	0.009	-0.0116	-0.0354
Si	-0.0018	-0.0629	0.0338
Si	0.0107	-0.0495	0.0267
Si	-0.0052	-0.0869	0.0358
Si	0.0069	-0.001	-0.0131
Si	0.0061	-0.0156	-0.0019
Si	-0.0001	-0.0055	-0.0147
Si	-0.0072	0.0038	0.0402
Si	-0.0089	-0.0052	-0.0012
Si	-0.01	0.0023	-0.0151
Si	-0.0086	0.0009	-0.0152
Si	0.0085	-0.0116	-0.0129
Si	-0.0054	0.0072	0.0185
Si	0.0081	0.0102	-0.024
Si	0.0042	-0.0063	0.0057
Si	0.0017	-0.012	0.0082
Si	-0.0032	-0.0126	0.0018
Si	0.0008	-0.0032	-0.0021
Si	0.0079	-0.0021	0.0105
Si	-0.006	0.0021	0.0136
Si	0.0132	0.004	0.0066
Si	-0.0005	0.0108	-0.0047
Si	0.0059	0.0024	0.0119
Si	-0.0064	-0.0096	-0.0001
Si	0.0112	-0.0142	-0.0002
Si	-0.0082	0.0005	0.0122
Si	-0.0034	0.0246	-0.0062
Si	0.0097	0.0063	0.0087
Si	-0.0038	0.0022	-0.0002
Si	-0.0002	-0.0065	-0.0037
Si	-0.0097	0.0013	0.007
Si	0.0023	0.0004	0.0044
Si	0.0018	-0.0004	0.0067
Si	0.0016	0.0092	-0.0041
Si	-0.0037	-0.0074	-0.0002
Si	0.0017	-0.0055	0.0039
Si	0.0009	-0.0047	0.0057
Si	-0.0102	0.0017	0.0038
Si	-0.0027	0.0008	0.004
Si	-0.0011	0.0127	-0.0074
Si	0.0004	-0.0002	-0.0053
Si	0.0026	0.0007	-0.0046
Si	-0.0017	-0.0012	-0.0059
Si	0.0031	0.0009	-0.0083
Si	-0.0004	-0.0006	-0.0018
Si	-0.0008	-0.0011	-0.0031
Si	0.0031	-0.0023	-0.004
Si	0.0014	-0.005	0.0013
Si	0.0012	-0.0037	-0.0006
Si	0.0042	0.0027	0.0014
Si	0.0034	0.0038	-0.0006
Si	0	0.0063	-0.0008
Si	-0.0002	0.101	-0.0049
Si	-0.0478	0.1024	-0.0055
Si	0.0153	0.1476	-0.1123
Si	-0.0192	-0.0138	-0.0317
Si	0.0347	-0.0551	0.0957
Si	0.0766	-0.0664	-0.1025
Si	0.0361	-0.0422	-0.1981
Si	-0.0075	0.0278	0.098
Si	0.0446	0.0486	0.0947
Si	-0.0704	0.0468	-0.0629
Si	0.0484	0.0358	0.1101
Si	-0.0194	-0.0041	0.0924
Si	-0.0006	-0.0033	0.0038
Si	-0.0037	0.0012	-0.0002
Si	-0.0005	-0.0013	0.0016
Si	0.0007	0.001	-0.0023
Si	-0.0029	0.0001	0.0013
Si	-0.0019	0.0011	0.0027
Si	0.0006	-0.0044	0.0049
Si	0.002	-0.0057	0.0044
Si	-0.001	-0.0005	-0.0011
Si	0.0018	0.004	0.0064
Si	0.0005	0.0016	0.005
Si	0	0.004	0.0011
Si	0.0039	0.0006	0.0019
Si	-0.0107	0.0026	-0.0094
Si	0	-0.0002	-0.0006
Si	-0.0057	0.001	0.0016
Si	0.0069	-0.0033	0.0009
Si	0.0004	0.0005	0.0021
Si	0.0071	-0.0038	0.0045
Si	0.0035	-0.0057	0.0002
Si	0.0031	-0.0005	-0.0088
Si	-0.0036	0.0032	-0.0063
Si	-0.0089	0.0071	-0.0059
Si	-0.0016	-0.0009	0.0014
Si	0.0035	-0.0031	-0.002
Si	-0.0065	-0.0068	0.0086
Si	0.0073	0.0082	-0.0026
Si	-0.006	-0.0069	-0.0085
Si	0.004	0.001	0.0035
Si	0.0129	-0.0018	0.0123
Si	0.0068	-0.0005	-0.0066
Si	0.006	-0.0117	0.0064
Si	0.0015	0	0.0062
Si	-0.0202	0.0107	0.0097
Si	-0.007	-0.0008	0.0008
Si	0.0005	-0.0005	-0.0026
Si	0.0157	-0.0003	0.0211
Si	-0.0048	0.0024	0.0018
Si	0.001	-0.0238	0.0197
Si	-0.0008	-0.004	-0.0061
Si	0.0027	0.0259	0.025
Si	-0.0116	0.0079	-0.0024
Si	-0.0091	-0.0069	-0.0145
Si	-0.0077	-0.0047	-0.004
Si	-0.0072	-0.0026	0.0012
Si	0.0171	-0.0013	0.0092
Si	0.0122	0.0104	0.0029
Si	0.0007	0.0046	0.003
O	-0.0115	0.0081	-0.0027
O	0.0027	-0.0031	0.0009
O	-0.009	0.0014	-0.0311
O	0.0069	0.0151	0.0179
O	0.0016	-0.0034	0.003
O	-0.018	-0.1019	-0.0426
O	-0.0049	-0.0034	0.0133
O	-0.0006	0.0085	-0.0145
O	0	-0.0026	-0.0062
O	0.0036	-0.0272	-0.0149
O	0.0053	-0.0016	0.0023
O	0.0061	-0.0018	-0.0143
O	-0.0023	0.004	0.0122
O	0.0026	0.0166	0.0143
O	0.0068	0.0049	-0.009
O	0.0038	-0.0089	0.0303
O	0.0055	0.0186	0.0124
O	-0.0083	0.002	0.0047
O	0.003	0.0016	-0.0074
O	0.0038	-0.0116	0.0143
O	-0.001	-0.0019	-0.033
O	-0.0004	-0.0051	0.0055
O	0.0062	0.012	0.0142
O	-0.005	-0.0052	-0.014
Si	-0.0003	0.0005	0
Si	0.0039	0.0045	-0.0121
Si	-0.0022	-0.0002	0.0014
Si	0.0055	-0.0063	-0.0087
Si	0.0159	0.0236	-0.0142
Si	-0.0019	-0.0052	-0.0041
Si	-0.0688	-0.0517	-0.0664
Si	-0.002	0.0039	-0.0057
Si	-0.0163	0.0065	-0.0085
Si	0.0047	0.0028	0.0065
Si	-0.0006	-0.0009	-0.0007
Si	0.0084	0.0012	0.0008
Si	0.0013	-0.0011	-0.0081
Si	-0.0383	0.0247	0.0284
Si	0.065	-0.0483	0.0704
Si	-0.0054	0.0013	-0.0065
Si	-0.0013	-0.0123	-0.0186
Si	-0.0022	0.0009	-0.0082
Si	-0.0018	0.0056	0.0112
Si	-0.0096	0.0046	0.0003
Si	0.0012	-0.0026	-0.0165
Si	0.0036	-0.0006	-0.0034
Si	-0.0061	-0.0106	-0.0118
Si	0.0106	0.0019	0.0022
Si	0.0019	-0.001	0.0116
Si	0.0066	0.0047	-0.0052
Si	0.0053	-0.0029	-0.0007
Si	-0.0029	0.0046	-0.0161
Si	-0.0114	0.0004	-0.017
Si	-0.003	-0.0035	0
Si	0.0002	-0.0009	0.0002
Si	0.0022	-0.0025	-0.0028
Si	0.0468	-0.0136	-0.0212
Si	-0.0041	-0.0042	-0.0081
Si	0.0051	-0.0029	-0.0051
Si	0.0047	0.0064	-0.0002
Si	0.0027	0.0008	-0.0009
Si	-0.0015	0.0035	-0.003
Si	-0.0085	-0.0001	0.0025
Si	-0.0086	0.0038	-0.0039
O	-0.0001	-0.0002	-0.001
O	0.0117	0.003	-0.0272
O	0	-0.0028	0.003
O	0.002	-0.0038	0.0011
O	0.0572	0.0386	0.0542
O	0.0079	0.0035	0.0015
O	-0.0003	-0.0087	0.0087
O	0.0022	-0.002	-0.0043
O	0.0032	0.0024	0.0042
O	0.0013	-0.0006	-0.0002
O	-0.0018	0.0027	0.0025
O	-0.0007	-0.0022	0.0096
O	0.001	-0.0042	0.0018
O	-0.0048	-0.0041	-0.0035
O	-0.0012	-0.0011	0
O	-0.0028	0.0101	-0.0158
O	-0.005	-0.0023	-0.0126
O	0.0042	0.002	0.0008
O	0.0015	0.0055	-0.0009
O	-0.017	0.0055	0.0004
O	-0.0006	0.0004	0.0015
O	0.0016	-0.0019	0.0081
O	0.0008	0.0072	0.0041
O	0.0006	0.0003	0.0008
O	-0.0022	-0.0024	-0.0012
O	-0.002	-0.0074	0.0034
O	-0.003	-0.0009	0.0032
O	-0.0003	0.0023	0.004
O	0.001	0.004	0.0054
O	-0.0024	0.0028	-0.0085
O	-0.0005	0.0155	0.0289
O	-0.0018	0.0037	0.0078
O	0.0037	-0.0011	-0.0015
O	0.006	0.1241	0.0117
O	0.003	-0.0052	0.0072
O	-0.0067	-0.0169	-0.0224
O	0.0043	-0.0006	0.0004
O	-0.0001	-0.0035	-0.0031
O	0.0011	-0.0014	0.0073
O	0.0109	-0.0181	-0.0241
O	0.087	-0.0148	0.0212
O	0.0029	0.0006	0.0027
O	0.0003	-0.0131	0.0022
O	-0.0031	0.0033	-0.0067
O	0.0002	-0.0009	0.0005
O	0.0076	-0.0126	0.0068
O	-0.003	-0.002	0.0049
O	-0.023	-0.0057	0.0002
O	0.0178	0.035	0.0005
O	0.0029	-0.0004	-0.0079
O	-0.0019	0.0014	0.0037
O	-0.0007	0.0006	-0.0005
O	-0.0012	0.0021	0.0011
O	0.0008	-0.0015	0.0012
O	0.0117	-0.0113	0.0212
O	-0.028	-0.041	-0.0159
O	0.0001	-0.003	0.0023
O	-0.0115	-0.0098	-0.0098
O	-0.0002	-0.0024	0.0015
O	-0.0041	-0.0055	0.0023
O	-0.0039	-0.001	-0.003
O	-0.0015	0.0012	-0.0024
O	0.0014	0.0004	0.0031
O	-0.0201	0.0168	0.0253
O	-0.0028	0.0059	-0.0039
O	-0.0035	0.0052	0.0014
O	-0.0037	0.0002	0.0024
O	0.0033	0.0106	-0.0021
O	-0.0046	0.0028	0.0041
O	0.0032	-0.0111	-0.0077
O	0.0007	-0.0136	-0.0044
O	-0.001	0.0033	-0.0032
O	-0.0012	-0.0078	-0.0029
O	-0.1036	0.0365	0.0177

The program warned: the cutoff lies below the one the program advises for these potential files; the exchange-correlation potential is rough where the density is thin.
